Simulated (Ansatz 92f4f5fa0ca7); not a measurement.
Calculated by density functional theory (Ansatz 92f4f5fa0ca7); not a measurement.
Periodic cell of 430 atoms, Si266O164, from a study of silicon, its oxide and their interface. The atomic structure is a simulated model.
Doubt: the cutoff is far below the 930 eV that the study's wrapper takes by default for these files, so forces and energies are approximate.
This geometry differs little from another in the collection (a relaxation step or a small displacement).

Settings
functional: PBE
potential files: Ansatz PAW
basis: plane waves
wave-function cutoff: 580 eV
density cutoff ratio: 5
exchange-correlation grid ratio: 1
k mesh: 1 x 1 x 1, Gamma-centred
self-consistency stop: 5e-08 eV per atom in the density residual
occupations: fixed
spin: none
net charge: 0

Cell vectors (angstrom)
a	15.4687	0	0
b	0	12.8259	0
c	0	0	37.5174

Atoms and the computed forces on them: element, x, y, z (angstrom), force x, y, z (eV/angstrom)
Si	-0.043	1.164	34.821	-0.004	0.005	0.01
Si	3.857	1.161	34.835	0	0.001	0.008
Si	7.767	1.166	34.816	0.005	0.001	0.006
Si	11.585	1.141	34.809	-0.005	0.001	0.007
Si	1.869	7.569	34.87	-0.006	0.001	0.009
Si	5.777	7.571	34.88	-0.002	0.006	0.005
Si	9.694	7.591	34.854	-0.002	0.004	0.009
Si	13.472	7.581	34.837	0.002	0.001	0.009
Si	1.934	5.247	35.25	-0.015	-0.228	0.206
Si	5.801	5.247	35.25	-0.003	-0.094	0.167
Si	9.668	5.247	35.25	0.236	-0.148	-0.459
Si	13.535	5.247	35.25	-0.354	0.016	0.384
Si	0	11.66	35.25	0.03	0.077	-0.274
Si	3.867	11.66	35.25	-0.328	0.088	0.142
Si	7.734	11.66	35.25	0.104	0.11	0.119
Si	11.602	11.66	35.25	0.047	-0.234	-0.405
Si	0	4.664	36.487	-0.016	-0.028	-0.012
Si	3.867	4.664	36.487	0.02	0.019	0.033
Si	7.734	4.664	36.487	-0.026	-0.016	-0.062
Si	11.602	4.664	36.487	0.046	0.116	0.119
Si	1.934	11.077	36.487	0.068	0.089	0.014
Si	5.801	11.077	36.487	0.033	-0.022	-0.077
Si	9.668	11.077	36.487	-0.011	-0.081	-0.075
Si	13.535	11.077	36.487	-0.003	-0.096	-0.094
Si	0	2.332	36.899	-0.114	0.014	-0.118
Si	3.867	2.332	36.899	-0.051	0.012	-0.023
Si	7.734	2.332	36.899	0.091	-0.033	-0.148
Si	11.602	2.332	36.899	-0.063	-0.042	-0.237
Si	1.934	8.745	36.899	-0.139	-0.001	0.234
Si	5.801	8.745	36.899	-0.001	0.033	0.3
Si	9.668	8.745	36.899	0.168	0.028	0.189
Si	13.535	8.745	36.899	-0.185	-0.021	0.047
Si	1.934	1.749	0.619	0.021	-0.021	-0.058
Si	5.801	1.749	0.619	0.018	-0.033	-0.062
Si	9.668	1.749	0.619	0.002	-0.005	-0.024
Si	13.535	1.749	0.619	0.043	-0.019	-0.041
Si	0	8.162	0.619	0.038	0.009	0.008
Si	3.867	8.162	0.619	0.024	-0.003	0.012
Si	7.734	8.162	0.619	0.005	0.008	-0.017
Si	11.602	8.162	0.619	-0.015	0.049	0.073
Si	0	5.83	1.031	0.014	-0.022	-0.022
Si	3.867	5.83	1.031	0	0.006	0.029
Si	7.734	5.83	1.031	0.031	-0.016	-0.011
Si	11.602	5.83	1.031	-0.06	-0.034	0.033
Si	1.934	12.243	1.031	-0.071	-0.076	-0.009
Si	5.801	12.243	1.031	-0.042	0.01	0.023
Si	9.668	12.243	1.031	0.011	-0.001	-0.01
Si	13.535	12.243	1.031	-0.006	0.025	0.023
Si	1.934	5.247	2.268	-0.085	-0.058	-0.365
Si	5.801	5.247	2.268	0.196	-0.024	-0.077
Si	9.668	5.247	2.268	-0.017	0.023	0.04
Si	13.535	5.247	2.268	-0.054	0.013	0.036
Si	0	11.66	2.268	0.149	-0.001	-0.129
Si	3.867	11.66	2.268	-0.005	-0.011	-0.029
Si	7.734	11.66	2.268	0.077	-0.003	-0.075
Si	11.602	11.66	2.268	0.014	-0.006	-0.088
Si	1.934	2.915	2.68	-0.024	-0.022	0.011
Si	5.801	2.915	2.68	-0.037	0.022	0.021
Si	9.668	2.915	2.68	0.005	-0.009	-0.003
Si	13.535	2.915	2.68	-0.043	-0.026	-0.006
Si	0	9.328	2.68	-0.042	0.042	0.034
Si	3.867	9.328	2.68	-0.029	0.066	0.061
Si	7.734	9.328	2.68	0.008	0.023	0.009
Si	11.602	9.328	2.68	0.015	0.035	0.075
Si	0.747	0.248	27.377	0.007	-0.007	-0.013
Si	3.72	1.12	27.299	-0.017	0.004	-0.032
Si	8.992	0.105	25.359	0.002	-0.003	0.009
Si	11.4	-1.592	26.441	0.004	-0.001	-0.011
Si	0.756	5.668	27.237	-0.002	0.002	-0.045
Si	5.634	6.787	27.859	0.005	-0.007	-0.038
Si	8.673	6.991	27.331	-0.011	-0.009	-0.011
Si	13.273	6.577	28.157	-0.018	-0.013	-0.002
Si	1.512	5.009	29.328	0.016	-0.01	0.004
Si	4.888	3.852	28.02	0.012	-0.006	-0.041
Si	9.1	4.55	25.362	0.008	0.005	0.019
Si	12.679	3.963	29.585	0.007	-0.024	-0.004
Si	0.337	10.043	28.239	0.003	0.013	-0.023
Si	4.108	9.401	28.708	0.016	0.012	-0.004
Si	7.4	11.176	28.98	0.022	-0.017	0.035
Si	11.56	11.093	28.858	-0.014	-0.01	-0.017
Si	-0.382	3.754	30.148	-0.006	-0.026	-0.011
Si	3.504	3.772	29.924	-0.006	-0.016	0.001
Si	7.628	2.795	29.269	-0.004	-0.007	0.011
Si	11.866	2.024	28.411	-0.007	0.022	0.027
Si	1.985	9.331	29.777	0.021	0.003	0.004
Si	5.875	9.793	30.176	-0.007	0	-0.008
Si	9.535	10.108	29.708	-0.017	-0.012	-0.008
Si	13.65	10.026	29.591	0.011	-0.009	0.014
Si	-0.018	1.408	30.291	-0.005	0.017	0.012
Si	3.708	1.384	30.374	-0.009	0.022	0.04
Si	7.574	0.575	30.121	-0.008	0.021	-0.014
Si	11.533	0.392	30.06	0.005	0.039	-0.018
Si	1.841	7.102	30.515	-0.012	0.009	0.005
Si	5.892	7.498	30.732	0.063	0.007	0.034
Si	9.511	7.735	30.237	0.006	0.017	0.039
Si	13.532	7.711	30.21	-0.006	-0.005	0.004
Si	1.836	0.523	31.501	0.008	-0.012	-0.012
Si	5.68	0.602	31.547	-0.001	-0.008	-0.005
Si	9.576	0.458	31.43	0.002	-0.008	-0.001
Si	13.506	0.53	31.406	0.002	0.003	-0.002
Si	-0.159	7.008	31.686	-0.001	0.017	0.003
Si	3.835	6.979	31.766	-0.023	0.009	0.011
Si	7.863	6.967	31.774	-0.023	-0.01	-0.017
Si	11.555	7.085	31.378	0.006	-0.004	-0.012
Si	-0.107	4.718	32.221	-0.002	-0.008	0.009
Si	3.91	4.675	32.052	0.008	-0.011	-0.005
Si	7.804	4.605	32.002	0.018	0.027	0.033
Si	11.7	4.691	31.744	-0.006	0.007	0.012
Si	1.904	10.9	31.762	-0.002	0.011	0.014
Si	5.655	11.102	32.084	0.003	0.006	-0.014
Si	9.6	11	31.931	-0.008	-0.002	0.012
Si	13.62	11.036	31.804	0.004	0.005	0.01
Si	1.937	4.05	33.214	-0.009	0.008	0.009
Si	5.853	4.045	33.222	0.004	0.008	0.002
Si	9.785	4.045	33.109	-0.012	0.004	-0.012
Si	13.423	4.055	33.258	-0.001	0.009	0
Si	0.009	10.499	33.15	0.01	0.008	0
Si	3.743	10.478	33.223	-0.015	0.004	-0.001
Si	7.671	10.504	33.209	0.008	0	0.004
Si	11.625	10.497	33.099	0.003	0.007	0.013
Si	1.904	1.693	33.591	0.002	-0.007	-0.001
Si	5.813	1.726	33.618	-0.002	0.004	0.002
Si	9.688	1.704	33.492	0.006	0.01	0.018
Si	13.484	1.703	33.525	-0.003	-0.007	0.003
Si	-0.065	8.216	33.671	0.001	-0.017	-0.005
Si	3.811	8.192	33.735	0.002	-0.004	-0.004
Si	7.727	8.199	33.737	0.007	-0.007	-0.011
Si	11.576	8.164	33.519	-0.002	-0.005	0.004
Si	0	2.332	3.917	0.049	0.05	0.061
Si	3.867	2.332	3.917	0.108	-0.239	-0.285
Si	7.734	2.332	3.917	0.138	0.12	0.231
Si	11.602	2.332	3.917	-0.003	-0.011	-0.133
Si	1.934	8.745	3.917	-0.041	0.282	0.13
Si	5.801	8.745	3.917	0.206	-0.019	0.073
Si	9.668	8.745	3.917	-0.148	0.063	0.174
Si	13.535	8.745	3.917	0.066	0.104	0.087
Si	1.92	6.428	4.273	-0.001	0.008	-0.001
Si	5.856	6.42	4.318	-0.006	-0.002	-0.005
Si	9.658	6.422	4.329	0.006	0.002	-0.01
Si	13.525	6.426	4.331	0.003	0.004	-0.006
Si	0.046	12.813	4.319	0.002	-0.004	-0.014
Si	3.894	12.822	4.327	0.002	-0.008	-0.006
Si	7.767	12.821	4.33	0.003	-0.012	-0.016
Si	11.623	12.823	4.321	0.003	-0.006	-0.011
Si	0.018	5.878	5.532	0.003	0.005	-0.001
Si	3.867	5.8	5.395	0.01	0.003	-0.003
Si	7.768	5.864	5.639	-0.001	0.004	0.003
Si	11.583	5.864	5.568	-0.01	0.001	0.008
Si	1.977	12.257	5.59	-0.01	0.007	-0.017
Si	5.838	12.189	5.529	0.004	0.009	0.002
Si	9.703	12.209	5.56	-0.013	0.02	-0.01
Si	13.576	12.226	5.508	0.002	0.014	-0.004
Si	0.038	3.554	5.965	0	-0.002	-0.005
Si	3.898	3.523	5.915	-0.01	0	0.008
Si	7.787	3.524	6.015	-0.001	-0.005	0.011
Si	11.633	3.55	5.929	0.018	0	0.015
Si	1.957	9.92	6.019	0.012	-0.016	-0.015
Si	5.848	9.871	6.011	-0.001	-0.005	0.001
Si	9.633	9.883	6.024	0.002	-0.018	0.003
Si	13.524	9.897	6.001	-0.001	-0.013	-0.01
Si	1.998	2.965	7.159	0.013	0.027	-0.009
Si	5.801	2.897	7.15	0	0.012	-0.004
Si	9.779	2.94	7.218	-0.005	0	-0.024
Si	13.551	2.991	7.161	-0.023	0.019	-0.011
Si	-0.001	9.462	7.294	-0.008	-0.01	-0.02
Si	3.925	9.227	7.203	0.001	0.001	0.007
Si	7.732	9.365	7.398	0.011	-0.01	0.001
Si	11.565	9.266	7.23	-0.007	0.014	0.015
Si	0.058	7.105	7.555	0.01	0.006	-0.004
Si	3.929	6.857	7.438	-0.014	0.019	0.009
Si	7.781	6.933	7.807	-0.003	0.009	0.006
Si	11.509	6.919	7.703	0.001	-0.004	0.002
Si	2.032	13.478	7.629	-0.067	-0.041	0.098
Si	5.893	13.422	7.516	-0.002	-0.014	0.029
Si	9.768	13.463	7.552	0.008	-0.011	0.039
Si	13.662	13.5	7.468	0.057	-0.038	0.089
Si	2.014	6.505	8.736	0.009	-0.021	-0.015
Si	5.764	6.072	8.726	0.012	-0.022	-0.016
Si	9.647	6.129	9.105	-0.003	0.021	-0.004
Si	13.584	6.515	8.71	-0.016	-0.041	-0.006
Si	0.06	13.081	8.883	0.013	0.014	-0.192
Si	4.008	12.79	8.761	0.006	-0.001	-0.008
Si	7.819	13.149	8.831	-0.003	0.001	-0.028
Si	11.766	12.912	8.685	0.053	0.041	0.107
Si	2.068	4.188	9.17	-0.008	0.026	0.002
Si	5.843	3.691	9.375	0.025	0.032	-0.014
Si	9.673	3.738	9.469	0.004	0.033	-0.007
Si	13.707	4.22	9.183	0.05	0.019	-0.033
Si	-0.101	10.775	9.32	0.018	0.011	0.071
Si	3.801	10.495	9.179	-0.033	0.013	0.003
Si	9.792	10.512	10.568	0.05	0.008	-0.068
Si	11.637	10.62	9.144	-0.013	0.011	0.046
Si	0.158	3.72	10.383	-0.001	-0.02	0.006
Si	3.783	3.491	10.603	-0.025	-0.032	0.006
Si	7.802	2.446	10.086	-0.019	-0.003	0.001
Si	11.348	3.359	11.198	-0.02	-0.057	0.07
Si	1.885	10.709	10.525	-0.015	-0.04	-0.053
Si	6.356	10.142	11.115	-0.019	0.006	-0.034
Si	7.817	10.792	9.39	-0.023	-0.017	0.029
Si	13.406	10.641	10.646	-0.022	0.019	-0.072
Si	-0.465	1.481	10.904	-0.03	0.077	0.046
Si	3.477	0.406	11.029	0.005	0.008	-0.018
Si	7.968	2.021	12.382	-0.002	-0.004	0.032
Si	12.715	0.755	10.781	-0.035	-0.061	-0.215
Si	2.367	8.003	11.602	0.001	0.037	0.015
Si	5.39	7.479	11.516	-0.007	0.012	0.019
Si	10.23	7.642	11.886	-0.005	0.009	-0.002
Si	13.328	7.818	11.638	0.001	0.017	0.018
O	13.06	12.074	11.459	0.001	-0.035	0.061
O	6.426	14.407	12.667	0.001	-0.001	-0.001
O	2.163	0.868	26.829	0.001	0.001	0.013
O	9.944	-1.162	25.777	-0.008	0.005	0.001
O	14.42	7.042	12.542	-0.001	-0.008	-0.002
O	6.588	8.572	11.559	-0.007	-0.004	-0.004
O	-0.8	6.232	27.349	0.016	0.001	0.004
O	7.059	7.318	27.198	0	0.001	0.011
O	0.221	4.885	11.56	-0.002	0.009	0.022
O	11.007	12.115	13.818	0.002	0.005	0.007
O	6.424	10.91	12.553	0.006	0.008	0.018
O	17.62	-0.591	11.177	-0.001	0.015	0.016
O	1.841	9.551	11.716	0.003	-0.026	0.004
O	8.344	3.422	13.157	-0.009	0.011	-0.001
O	10.545	5.525	14.85	0.002	0	0.001
O	11.16	4.117	12.644	-0.012	0.02	0.022
O	1.574	6.999	12.599	-0.012	-0.011	0.001
O	3.936	7.997	12.032	0.003	-0.007	-0.01
O	15.536	13.803	12.418	0.004	-0.019	0.043
O	9.49	7.399	13.307	-0.001	-0.003	0.013
O	9.008	13.784	13.054	-0.004	-0.014	-0.012
O	9.635	11.739	11.65	-0.005	0.009	0.029
O	4.372	12.852	12.343	0.014	0.009	0.012
O	3.893	4.446	11.954	0.014	0.021	0.013
O	4.75	0.122	26.507	0.005	-0.009	0.008
O	5.04	10.553	25.331	0.002	-0.003	0
O	10.067	3.362	25.918	-0.004	0.02	-0.009
O	4.142	2.7	27.071	-0.008	-0.01	0.025
O	0.226	13.865	28.693	-0.002	0.003	0.009
O	1.649	6.865	26.512	-0.006	0	0.008
O	3.741	-2.864	23.027	0	0.002	-0.003
O	7.451	12.487	24.957	-0.001	-0.002	0
O	11.674	9.7	25.913	-0.006	0	0.008
O	4.528	8.017	27.816	0.013	-0.011	0.015
O	12.266	7.489	27.235	0.002	0	0.005
O	13.081	1.533	27.392	0.007	-0.013	-0.011
O	15.095	0.332	26.196	-0.011	0.001	0.006
O	0.74	4.244	26.392	0.002	0.004	0.018
O	9.658	8.129	26.655	0.007	-0.001	0.003
O	12.576	-0.593	25.849	-0.002	0.001	0.004
Si	8.766	9.702	19.515	0.002	0.004	0.002
Si	5.843	7.391	23.359	-0.003	0.001	0
Si	5.177	-1.445	26.746	-0.011	0.005	-0.012
Si	3.058	-2.225	21.688	-0.001	-0.002	0.004
Si	2.29	5.476	21.256	-0.002	0	0
Si	9.513	12.241	13.196	-0.006	-0.009	-0.01
Si	9.276	6.53	14.664	0.002	0.012	-0.005
Si	3.926	2.286	15.817	0.007	-0.004	-0.003
Si	3.619	3.41	23.373	-0.003	-0.004	0.006
Si	12.82	-0.697	19.411	0.011	-0.005	-0.002
Si	14.177	2.662	23.702	0.005	-0.012	0.002
Si	11.235	8.146	26.15	0	0.009	0.001
Si	4.038	9.488	24.569	-0.007	0.002	0.005
Si	9.868	2.383	27.219	0.007	-0.016	0.018
Si	11.024	14.419	18.965	-0.004	-0.007	0.008
Si	4.843	5.127	13.094	-0.006	0.018	-0.012
Si	7.415	4.159	14.265	-0.008	-0.003	0
Si	0.563	6.728	23.335	0.004	0.002	0.005
Si	13.52	0.736	26.044	0.016	0	0.012
Si	6.599	4.512	23.838	-0.001	-0.003	0.007
Si	8.906	12.709	19.982	-0.003	-0.001	-0.001
Si	15.173	8.159	16.141	0.002	0.007	0.005
Si	6.572	13.902	21.037	0	-0.002	-0.003
Si	5.507	9.223	16.366	0	0.005	0
Si	11.979	2.169	16.376	-0.004	0.003	-0.008
Si	11.589	4.462	14.19	-0.006	-0.012	-0.006
Si	1.347	8.322	25.795	0.003	0.01	0.012
Si	14.603	7.724	19.099	0.002	0.004	0.006
Si	-0.41	13.178	13.841	0.014	0.018	-0.029
Si	4.08	0.509	22.381	-0.001	-0.004	0.003
Si	5.261	13.619	13.474	-0.014	-0.006	-0.012
Si	4.918	6.638	20.428	-0.004	0.004	-0.001
Si	7.432	5.178	19.106	-0.004	0.001	-0.001
Si	12.256	12.573	14.749	-0.008	0.003	-0.008
Si	12.671	1.443	21.435	0.002	-0.003	0
Si	2.843	7.95	16.709	0	0.006	0.001
Si	6.633	12.445	23.54	-0.004	0.003	-0.003
Si	1.267	1.158	16.507	-0.003	-0.003	-0.005
Si	8.018	7.698	17.229	-0.001	0.005	0.003
Si	7.653	9.731	22.231	-0.001	0.004	-0.002
Si	6.266	3.644	16.807	0	-0.008	0.002
Si	-0.747	15.986	17.341	0.004	-0.008	0
Si	9.921	14.043	22.519	-0.002	-0.003	0.005
Si	3.902	5.235	15.841	0.001	0.002	-0.003
Si	14.412	5.378	15.099	-0.004	-0.004	0.016
Si	15.719	6.058	12.668	0.012	-0.002	-0.037
Si	0.073	11.676	18.004	0.001	0.012	0.002
Si	1.139	3.945	24.84	0.001	-0.001	0.012
Si	13.517	5.366	22.559	0.001	0.001	-0.002
Si	4.229	9.268	18.993	0	0.003	0.006
Si	-0.913	10.747	15.189	0.003	0.006	0
Si	10.312	8.826	21.811	0.004	0.008	0
Si	10.79	6.433	23.523	-0.002	-0.001	0.005
Si	0.381	9.837	20.523	0.004	0	0.005
Si	8.128	3.546	21.321	-0.003	-0.003	-0.003
Si	6.789	11.207	14.121	0.005	0	-0.006
Si	14.987	4.801	19.885	0.002	0.001	0
Si	12.941	9.494	20.707	-0.001	0.006	-0.002
O	7.506	9.661	20.589	0	-0.001	0.002
O	0.385	8.293	19.993	-0.003	-0.005	-0.001
O	9.072	7.472	15.988	-0.003	-0.001	0.004
O	15.41	10.927	16.571	-0.01	0.001	0.005
O	9.98	7.386	22.487	0.002	0	0.002
O	0.239	5.302	14.113	0	0.007	-0.008
O	8.442	9.034	18.075	-0.001	-0.006	-0.004
O	14.356	6.834	15.756	-0.001	-0.006	-0.002
O	7.166	0.828	22.563	0	0.001	0.003
O	11.388	7.307	24.764	-0.001	-0.003	-0.005
O	0.669	10.804	19.235	-0.001	0	-0.003
O	6.096	5.649	19.918	0.004	-0.002	0.001
O	3.195	3.756	15.811	0	0.005	-0.002
O	1.679	6.741	22.13	-0.001	-0.004	0.005
O	2.998	-0.607	21.91	-0.001	0.001	0.002
O	9.009	1.074	26.68	-0.008	-0.008	-0.008
O	11.891	9.246	21.94	-0.003	-0.002	-0.002
O	9.266	9.861	22.552	-0.001	0	0.002
O	8.569	4.609	20.153	0.003	0.004	0.001
O	6.509	7.959	16.653	0.002	0	0.001
O	-0.23	11.547	13.933	-0.006	-0.003	0.008
O	5.167	9.975	17.818	0.002	0.001	-0.002
O	0.283	2.727	24.158	-0.002	0.005	0
O	7.432	3.366	15.689	-0.008	0.011	-0.001
O	14.639	8.476	17.657	-0.001	-0.003	-0.003
O	13.535	2.132	16.9	0	0.008	-0.002
O	1.342	8.128	16.102	-0.002	0.001	-0.001
O	2.724	3.616	24.718	-0.002	0.003	-0.005
O	5.024	-0.093	23.591	0.005	-0.001	0.002
O	8.426	11.414	14.132	0.003	0.012	-0.008
O	11.598	13.485	15.915	-0.002	0.007	0.004
O	3.812	-2.597	20.262	0.002	-0.001	-0.001
O	13.091	5.075	14.203	0.003	0.002	0
O	7.9	5.683	14.479	-0.006	-0.01	-0.002
O	7.623	3.932	24.98	-0.001	0.002	-0.003
O	4.834	8.08	24.428	0.004	-0.004	0.001
O	-0.984	6.667	22.81	0	-0.003	0.004
O	4.05	8.659	15.819	0.001	0.001	-0.002
O	2.919	8.641	18.204	-0.001	-0.002	-0.003
O	3.061	4.391	22.202	0.001	0.003	0
O	6.39	6.092	24.166	0.001	0	0
O	5.408	5.01	16.459	0.002	-0.002	0.001
O	11.07	2.575	17.673	0.001	0.006	-0.007
O	9.222	11.266	19.296	0	-0.003	0.002
O	-0.691	6.127	18.956	-0.001	-0.001	-0.001
O	4.973	13.676	21.047	0.001	0	0.004
O	13.977	2.095	22.173	-0.001	0.003	0.004
O	9.449	14.064	19.23	0.005	0.003	0
O	9.335	2.658	21.976	-0.003	0.002	0.001
O	9.963	8.818	20.209	-0.002	-0.002	0.001
O	3.38	1.87	22.895	0.001	0.003	0
O	11.914	2.245	20.192	-0.001	0.002	-0.001
O	5.966	12.567	14.5	0.001	0.004	0
O	3.946	5.769	14.293	0.001	-0.002	0.001
O	-1.571	4.773	21.093	-0.002	0	0.002
O	-1.082	10.082	21.234	-0.002	0	0.002
O	4.869	10.216	10.433	0.035	-0.008	0.025
O	4.339	14.652	14.31	0.001	0.006	0.004
O	9.806	5.259	24.075	0.002	0.007	0
O	2.69	9.206	25.463	0.003	-0.001	0.002
O	1.078	12.895	17.696	-0.005	-0.011	0.001
O	11.625	3.148	15.141	0.003	0.001	0.006
O	14.55	4.419	16.37	0.002	0.003	-0.004
O	5.188	3.692	23.75	0.001	0.002	-0.002
O	7.277	12.84	20.027	0	-0.001	0.008
O	13.21	8.103	19.88	0.001	-0.002	0.001
O	14.642	3.539	18.923	-0.002	0	-0.003
O	0.734	2.561	17.106	-0.005	-0.001	0.005
O	3.118	6.33	16.752	0	-0.001	0
O	5.045	6.906	22.029	0.002	0	0.003
O	5.083	8.022	19.601	0	-0.001	0.001
O	13.166	12.833	20.846	-0.004	-0.007	-0.003
O	6.98	15.413	20.66	0.002	0.002	0.004
O	16.522	4.747	20.462	-0.002	0	0.001
O	7.019	3.888	18.203	-0.008	0.001	-0.013
O	0.83	5.329	24.08	-0.002	0.012	-0.012
O	13.372	1.724	24.759	0.002	0.001	0.002
O	3.415	6.019	20.201	0.001	0	0.003
O	2.874	1.182	16.333	0.008	0.008	-0.002
O	0.662	8.009	24.337	-0.001	-0.008	0
O	14.64	9.158	14.964	-0.003	-0.002	-0.003
O	5.232	2.372	16.811	0.003	0.011	-0.007
O	12.338	10.6	19.666	0.006	0.007	0.003
O	6.265	10.121	15.224	-0.004	-0.001	0.006
O	7.05	8.393	22.931	0	0.001	0.001
O	9.565	12.799	21.492	-0.001	0.003	0.002
O	13.638	4.206	23.71	0	0.003	0.002
O	11.974	5.823	22.606	0	-0.001	0.004
O	6.863	11.012	22.81	0.002	-0.001	0.001
O	11.639	12.937	18.662	0	0.003	0
O	1.528	10.06	21.634	0	0	-0.001
O	0.492	0.935	15.078	-0.001	0.001	0.004
O	11.542	14.139	22.591	0.003	0.005	0.001
O	8.044	6.387	18.205	-0.001	0.003	0
O	13.442	13.484	14.029	-0.006	-0.004	0.006
O	9.546	13.726	24.062	0.001	0.001	-0.002
O	7.386	4.445	22.435	0	0.001	-0.002
O	-1.381	-0.598	18.423	0.005	-0.002	0.009
O	13.604	20.293	10.074	0.008	0.007	0.009
O	13.002	11.245	15.35	0	-0.002	-0.001
O	4.041	10.704	27.705	0.001	-0.004	0.008
O	2.12	7.494	10.069	0.005	-0.006	-0.004
O	15.826	-3.674	26.824	0.008	-0.013	-0.02
O	11.653	1.767	11.57	-0.01	-0.003	0.023
O	-10.251	6.982	9.994	0.004	-0.006	-0.004
O	5.069	5.338	27.266	-0.002	0.015	0.021
O	5.871	-8.76	13.749	0.019	0.003	0.006
O	9.66	6.713	10.667	-0.003	-0.005	-0.019
O	8.943	5.594	26.583	-0.005	-0.003	-0.008
O	0.912	11.516	27.803	-0.006	-0.009	0.008
O	-6.324	6.828	28.885	-0.006	-0.011	-0.017
O	3.853	13.516	28.871	0.003	0.002	-0.002
O	5.935	6.453	29.425	-0.006	0.004	-0.01
O	13.473	9.447	11.788	-0.001	-0.031	0.021
O	5.837	6.239	12.447	-0.011	-0.013	-0.005
O	12.64	4.01	10.45	0.023	0.07	-0.02
O	7.694	3.793	30.561	-0.005	-0.006	-0.023
O	11.828	7.365	12.083	-0.002	0.005	-0.004
O	3.19	14.855	11.138	-0.007	-0.004	0.002
O	8.979	15.919	28.395	0.005	0	0.001
O	9.921	-3.649	11.497	0.002	-0.031	0.022
O	-3.019	5.181	28.46	-0.012	0.002	-0.005
O	6.679	11.271	27.449	-0.017	-0.001	-0.022
O	6.368	16.052	28.328	-0.004	0.003	0.014

Results
free energy: -262373.649 eV
free energy less fixed offsets of O -568.88, Si -635.61 eV per atom: -5.069 eV

The program warned: the cutoff lies below the one the program advises for these potential files; the forces do not sum to zero within the program's tolerance; the exchange-correlation potential is rough where the density is thin.
